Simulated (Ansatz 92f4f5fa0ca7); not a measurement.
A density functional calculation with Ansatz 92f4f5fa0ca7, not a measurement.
Periodic cell of 273 atoms, Si162O105As6, from a study of silicon, its oxide and their interface. The atomic structure is a simulated model.

Settings: functional PBE; potential files Ansatz PAW; basis plane waves; wave-function cutoff 700 eV; density cutoff ratio 5; exchange-correlation grid ratio 1; k mesh 2 x 2 x 1, shifted by 0.5 0.5 0.5 of a step; self-consistency stop 5e-08 eV per atom in the density residual; occupations fixed; spin none; net charge 0.

Cell vectors (angstrom)
a	11.6015	0	0
b	0	13.3963	0
c	0	0	30.8421

Atoms and the computed forces on them: element, x, y, z (angstrom), force x, y, z (eV/angstrom)
As	11.6129	-0.0919	23.9091	0.0239	-0.0491	0.0872
Si	3.7011	-0.1684	24.1249	-0.0433	-0.0252	-0.0538
Si	7.8053	-0.0985	23.9825	0.0354	-0.0275	-0.0817
Si	2.0009	3.1264	24.3181	-0.0598	0.0207	-0.0477
Si	5.9479	3.376	24.2045	-0.037	0.0161	-0.0553
Si	9.8955	3.2692	24.0939	0.0803	0.0146	-0.0461
As	11.6399	6.5996	23.8664	-0.0358	-0.0426	0.0011
Si	3.9915	6.5711	24.0474	0.0263	0.0047	-0.0969
As	7.7834	6.6059	23.895	-0.0064	-0.0164	0.0418
Si	1.8758	9.8767	24.1261	-0.0654	-0.0054	-0.0643
Si	5.8256	10.0508	24.0986	0.0236	0.0145	-0.0692
Si	9.6976	9.8029	24.1604	0.0286	0.0164	-0.0661
Si	11.6546	2.048	25.0873	-0.031	-0.0229	-0.0227
Si	4.0117	2.1126	24.9132	0.0368	-0.0102	-0.0045
Si	7.8813	2.1545	24.7867	0.0033	-0.0107	0.0421
Si	1.9713	5.4743	24.8347	0.004	0.0147	-0.0252
Si	5.9047	5.5707	25.0469	0.055	0.0086	-0.0284
Si	9.7347	5.5214	24.9147	0.0137	0.0283	-0.0433
Si	11.6234	8.7284	25.0017	-0.0069	0.0056	0.0023
Si	3.8962	8.845	24.8145	0.0007	-0.0131	0.0288
Si	7.708	8.8077	24.9231	-0.0247	-0.0228	-0.0066
Si	1.828	12.1294	25.0062	-0.0866	0.0065	-0.0405
Si	5.8006	12.2721	24.8471	-0.0271	0.0365	0.0087
Si	9.7026	12.1356	24.8494	0.0546	0.0009	-0.0155
Si	11.6164	2.1574	27.4018	-0.0246	0.01	-0.0079
Si	3.9308	2.1569	27.2876	0.0044	0.0112	-0.0099
Si	7.7857	2.1809	27.2084	0.0127	0.0302	-0.0244
Si	1.9756	5.517	27.2287	0.0266	0.0131	-0.0055
Si	5.8312	5.558	27.3715	-0.0253	0.0085	-0.0333
Si	9.6957	5.5258	27.2787	-0.0056	-0.0232	0.017
Si	11.6094	8.8491	27.3426	0.0009	0.0069	-0.008
Si	3.8746	8.8772	27.2282	0.004	0.0239	-0.0245
Si	7.7217	8.8905	27.2884	-0.0118	0.0084	-0.0102
Si	1.9043	12.1934	27.3455	0.0226	0.0005	0.0024
Si	5.7957	12.2701	27.2442	0.0095	0.0059	-0.0349
Si	9.6555	12.2032	27.2433	-0.0063	0.0179	-0.0125
Si	1.9766	1.0522	28.0912	0.0182	0.0093	-0.0071
Si	5.8592	1.0838	28.0785	-0.003	0.0047	-0.0007
Si	9.6648	1.0436	28.0857	-0.0089	-0.0091	-0.0015
Si	11.6382	4.4275	28.0756	-0.0359	-0.0078	0.0026
Si	3.8901	4.4087	28.0696	-0.0162	-0.0015	0.0238
Si	7.764	4.4087	28.0727	0.0475	-0.0072	-0.0024
Si	1.9598	7.7445	28.0718	0.0056	-0.005	0.0019
Si	5.7963	7.7971	28.0959	0.006	-0.0117	-0.0016
Si	9.6547	7.7613	28.0834	0.0059	-0.0045	-0.0007
Si	11.5713	11.0946	28.0967	-0.0083	0.0003	-0.0174
Si	3.8806	11.1128	28.0576	-0.0169	0.0003	0.0089
Si	7.7126	11.1308	28.0602	0.0298	0.0022	0.0124
Si	1.9336	1.1164	30.4472	0.1141	-0.0926	0.1157
Si	5.8008	1.1164	30.4472	0.1486	-0.0697	-0.0833
Si	9.6679	1.1164	30.4472	-0.1009	-0.1909	0.0441
Si	0	4.4654	30.4472	0.0853	0.0399	-0.0533
Si	3.8672	4.4654	30.4472	-0.0341	-0.1274	-0.113
Si	7.7343	4.4654	30.4472	0.1046	-0.1914	-0.0431
Si	1.9336	7.8145	30.4472	0.1324	-0.0775	-0.0712
Si	5.8008	7.8145	30.4472	-0.0597	0.051	0.1543
Si	9.6679	7.8145	30.4472	-0.0518	-0.0991	0.0431
Si	0	11.1635	30.4472	-0.1084	-0.0656	0.1579
Si	3.8672	11.1635	30.4472	0.0749	-0.1039	-0.1114
Si	7.7343	11.1635	30.4472	-0.0357	-0.0231	-0.1322
Si	0	0	0.3944	-0.1073	0.0941	-0.3113
Si	3.8672	0	0.3944	0.1407	0.1505	-0.1176
Si	7.7343	0	0.3944	-0.0832	0.1367	0.0805
Si	1.9336	3.3491	0.3944	0.1101	0.1384	-0.097
Si	5.8008	3.3491	0.3944	-0.0709	0.0785	0.086
Si	9.6679	3.3491	0.3944	-0.174	0.2277	-0.0135
Si	0	6.6981	0.3944	-0.1092	-0.1409	-0.0167
Si	3.8672	6.6981	0.3944	-0.0059	0.0847	0.0991
Si	7.7343	6.6981	0.3944	0.0302	0.1429	0.2998
Si	1.9336	10.0472	0.3944	0.0389	-0.1138	-0.3334
Si	5.8008	10.0472	0.3944	0.0513	0.0459	0.2724
Si	9.6679	10.0472	0.3944	-0.0909	0.0772	0.0477
Si	11.5829	0.0675	2.7271	-0.0136	-0.0043	0.0213
Si	3.8986	0.0513	2.75	0.0357	0.001	0.0028
Si	7.7084	0.0645	2.7615	-0.0242	0.0187	-0.007
Si	1.9422	3.4101	2.747	0.0562	0.0118	-0.0019
Si	5.7667	3.4015	2.7745	0.0048	0.0125	0.001
Si	9.6203	3.4309	2.7649	-0.0612	-0.0039	0.0031
Si	11.5623	6.6934	2.762	0.0291	-0.0009	0.0107
Si	3.8606	6.7442	2.7733	-0.0435	-0.0024	0.0021
Si	7.7179	6.764	2.8126	0.0135	0.0012	-0.029
Si	1.9293	10.0444	2.728	0.0085	-0.0047	0.019
Si	5.8087	10.0993	2.7952	0.0101	0.0057	-0.0189
Si	9.64	10.1026	2.7678	-0.017	0.0102	0.0093
Si	11.5803	2.3316	3.4325	0.0099	-0.0254	0.0141
Si	3.8412	2.2737	3.5987	-0.0109	0.0023	0.0187
Si	7.6942	2.3035	3.5775	0.0151	-0.0107	0.004
Si	1.9221	5.6369	3.5735	0.0124	0.0153	-0.008
Si	5.7811	5.6384	3.5924	0.0266	-0.012	0.0269
Si	9.6243	5.6422	3.6699	-0.0323	-0.0025	0.0164
Si	11.574	8.9339	3.4586	-0.002	-0.0072	0.0122
Si	3.8701	8.9802	3.572	0.0001	-0.0084	0.0172
Si	7.7338	9.0062	3.6624	0.0049	-0.0231	0.0141
Si	1.9364	12.309	3.3521	-0.0054	-0.01	0.0006
Si	5.8093	12.3315	3.6135	-0.0022	-0.0115	0.0187
Si	9.6459	12.3672	3.5216	0.0051	-0.0262	0.0097
Si	11.5811	2.4562	5.7457	-0.0005	-0.0222	0.042
Si	3.838	2.3178	5.9916	0.0225	0.0007	-0.0007
Si	7.6208	2.3393	5.96	-0.0556	-0.0138	0.0114
Si	1.9189	5.6369	5.9449	0.0065	-0.0094	0.0353
Si	5.7156	5.6728	5.9721	-0.0101	-0.0003	0.0328
Si	9.6386	5.6602	6.1066	-0.026	-0.0083	0.0328
Si	11.5922	8.9549	5.7883	-0.0101	0.0365	0.0151
Si	3.8587	9.0452	5.9549	0.0027	-0.0151	-0.0107
Si	7.7587	9.089	6.0918	0.0129	0.0222	-0.0304
Si	1.9329	12.3526	5.645	-0.0198	-0.0019	0.0457
Si	5.8089	12.4367	6.0103	-0.0004	0.0148	-0.0301
Si	9.6747	12.4798	5.8791	-0.0024	-0.0027	-0.0003
Si	1.7979	1.1421	6.4835	-0.0787	-0.0213	0.0821
As	5.7473	1.2335	7.0489	0.0014	0.0166	-0.0715
Si	9.6734	1.3827	6.6186	0.0706	0.0197	0.0604
As	11.6224	4.5281	6.9871	0.0483	0.0355	0.0071
As	3.8138	4.5336	7.0149	-0.033	0.0204	-0.012
Si	7.6019	4.5476	6.8891	-0.04	-0.0004	0.0809
Si	1.9087	7.9117	6.7135	-0.014	-0.0148	0.0571
Si	5.7859	7.9347	6.7733	-0.0341	0.0005	0.0557
Si	9.7277	7.9598	6.8587	0.0463	-0.0035	0.0548
Si	11.5991	11.2266	6.3904	0.008	-0.016	0.0579
Si	3.8046	11.3299	6.6332	-0.0315	0.0263	0.051
Si	7.8045	11.4149	6.8589	0.0073	0.0062	0.0556
O	1.3084	0.6773	7.9993	0.0335	-0.0018	-0.0008
O	3.4972	11.499	8.2751	0.0373	-0.0342	-0.0088
O	7.3219	4.4663	8.5604	0.0308	-0.0042	0.0134
O	9.9851	8.1821	8.5232	-0.0379	-0.0059	-0.0207
O	5.7409	7.923	8.4524	0.0212	0.0066	-0.0037
O	1.7761	7.97	8.3736	0.0135	0.0056	-0.0142
O	9.8191	1.7675	8.2324	0.0074	-0.0329	-0.0054
O	0.0006	11.0464	8.0209	-0.0057	0.0012	-0.0094
O	7.9874	11.7157	8.498	0.0165	-0.0101	-0.0097
O	5.8729	10.3511	22.449	-0.0245	-0.0066	0.023
O	3.1355	12.9461	22.5502	0.0745	0.0236	-0.0396
O	5.9962	3.8032	22.5933	0.0158	-0.008	0.0111
O	1.9519	2.6461	22.74	0.0103	0.0056	0.0123
O	10.28	3.2815	22.4592	-0.0381	0.0026	0.0103
O	7.9175	-0.171	22.3005	-0.0073	0.0366	-0.0016
O	1.6585	9.7063	22.4731	0.0363	0.0158	0.0141
O	4.2747	6.4504	22.3986	-0.0372	0.0247	-0.011
O	9.6969	9.4668	22.5317	-0.0003	0.0115	0.0215
Si	3.0662	9.7175	14.1706	-0.0051	-0.0004	0.0033
Si	10.7013	7.0738	19.124	0.001	0.0013	-0.0041
Si	5.4146	12.9341	16.6855	-0.0023	0.0003	-0.0018
Si	7.3612	5.3338	9.9519	0.0043	-0.0039	-0.0049
Si	8.9994	8.0607	9.8331	-0.0127	-0.0031	0.0106
Si	8.7781	4.6779	19.4207	0.0025	0.0092	-0.0079
Si	2.0463	2.4869	21.1482	0.0058	0.006	-0.0146
Si	11.3747	9.8901	19.0341	-0.0023	-0.0016	-0.0058
Si	3.5312	0.0874	11.3042	-0.0037	0.0085	-0.0025
Si	5.2352	2.3974	15.5392	-0.0018	0.0053	-0.0035
Si	10.7718	12.1398	16.9782	0.0012	-0.0023	0.0017
Si	8.0823	3.0418	16.9034	0.0023	0.0037	-0.0028
Si	4.1868	6.9973	20.8565	-0.0078	0.0001	-0.004
Si	6.0433	1.4042	12.6357	-0.0031	0.0062	0.0025
Si	6.6917	8.7398	19.7612	0.0043	0.0005	-0.0053
Si	11.5878	11.0156	9.6219	0.0073	0.004	0.0138
Si	8.2057	0.754	20.9807	-0.0065	-0.0001	-0.0119
Si	3.9686	4.1923	19.6693	-0.0036	0.0025	-0.0081
Si	8.4305	3.205	11.7937	0.004	0.0021	0.0012
Si	0.1809	6.3161	14.2766	0.003	-0.0028	0.0061
Si	3.1198	8.8347	17.0629	-0.0028	-0.0015	0
Si	8.7007	11.949	9.9467	0.0005	0.0083	0.0108
Si	4.0131	10.8566	9.6829	0.0102	0.0006	0.014
Si	10.0434	1.4246	9.8032	0.0065	-0.0013	0.0127
Si	5.4535	6.7304	11.756	-0.0025	-0.0039	0.0027
Si	1.4665	0.5605	16.4675	-0.0014	0.0057	-0.0033
Si	5.8861	10.658	14.7762	0.0008	-0.0014	0.001
Si	1.7019	12.5939	13.6876	0.0023	0.0055	-0.0023
Si	8.1807	0.0913	18.002	0.0013	-0.0037	-0.0036
Si	1.2719	6.312	17.1987	-0.0043	-0.0003	0.0015
Si	6.1898	8.8861	9.7051	0.0043	0.0115	0.0107
Si	1.82	8.6171	9.8646	0.0002	0.0034	0.0196
Si	7.4551	6.9173	14.2309	-0.0034	-0.0016	0.0064
Si	6.2669	8.4538	16.723	0.0041	-0.0037	0.0029
Si	2.3077	9.3994	21.0061	0.0013	-0.006	-0.0061
Si	1.2429	0.4286	9.5894	0.0136	0.0094	0.0049
Si	9.4188	4.3627	14.4773	0.0028	-0.0047	0.0031
Si	7.6931	12.1275	12.7932	-0.0017	0.0015	0.0059
Si	9.7958	8.4528	12.9158	-0.0002	0.0014	0.0029
Si	2.806	3.4665	16.8693	0.0014	0.0011	-0.005
Si	10.4585	11.4715	13.8675	-0.0008	0.0016	0.0024
Si	9.6064	8.9759	21.0012	0.0028	-0.0042	-0.0061
Si	3.1242	11.8498	18.2327	0.0014	-0.0009	0.0027
Si	5.2065	10.8648	21.0499	-0.0024	0.0165	-0.0193
Si	3.4785	-0.2721	20.9514	0.0064	-0.0032	0.015
Si	6.6114	3.5547	21.1161	-0.002	-0.0018	-0.0113
Si	10.5536	2.6271	20.9786	0.0069	-0.0057	-0.0227
Si	2.4382	7.1935	12.4062	-0.0014	-0.004	0.0038
O	10.0129	3.6961	19.8621	-0.0181	-0.0018	0.0217
O	6.6188	2.996	16.1739	0.0022	-0.0171	0.0008
O	9.7821	1.1868	20.8916	-0.0258	0.0164	0.0127
O	4.8391	1.0226	16.3382	0.0197	-0.0004	-0.0077
O	3.6998	10.2467	20.9353	0.0169	0.0106	0.0101
O	11.5251	0.1982	16.8761	0.0057	-0.0195	-0.013
O	5.874	5.6647	10.5711	0.0152	0.0168	0.0049
O	1.8527	2.1132	16.8397	0.018	-0.0009	-0.0046
O	7.6794	4.7205	20.6539	-0.0045	-0.0344	-0.0062
O	9.1872	13.4864	10.0966	0.0017	-0.0106	-0.0193
O	3.9319	3.3862	15.6735	-0.0012	-0.0178	0.0154
O	2.497	11.2195	14.0186	0.0028	-0.0019	-0.0083
O	0.5142	2.2988	20.6186	-0.0008	0.0098	0.0173
O	2.6792	3.8756	20.6054	0.0059	-0.0256	-0.0069
O	2.5259	9.1499	15.5896	0.0258	0.0043	0.001
O	8.545	1.6131	17.541	-0.0174	-0.0033	0.0027
O	4.6828	12.2654	17.9744	-0.0082	-0.0007	-0.0182
O	2.2919	7.5353	17.6063	-0.0068	-0.0001	-0.011
O	7.9779	4.1069	18.1257	0.02	-0.0143	0.004
O	6.9697	10.923	13.6076	-0.004	0.0144	0.0082
O	8.357	8.1445	13.6321	0.012	-0.0217	-0.0052
O	1.7548	7.3846	10.9313	0.0143	0.0177	0.0031
O	3.0889	1.2996	20.6731	-0.0188	0.0175	0.0142
O	10.5757	11.4608	15.5011	0.0013	0.0188	-0.0045
O	8.1618	4.6785	11.1976	-0.0125	-0.0195	0.0031
O	1.1629	9.7268	19.8917	-0.0149	-0.006	0.0087
O	6.8734	13.4889	13.0937	-0.0075	0.002	-0.0193
O	10.5893	7.6581	20.6843	-0.0234	0.0315	-0.0051
O	2.5045	13.3834	12.5406	0.0064	-0.0194	-0.011
O	6.3172	6.5441	13.1269	0.0107	0.0124	-0.0041
O	2.7108	0.8644	10.1336	-0.0109	-0.0281	0.0142
O	5.7195	8.2175	11.1185	0.0053	-0.0164	-0.0201
O	6.9746	8.3399	18.1944	-0.0203	0.0104	0.0036
O	5.5424	7.823	20.4756	0.0033	0.0133	0.0037
O	2.5472	8.7074	13.018	0.0087	-0.0121	0.0063
O	10.2602	9.9712	13.2644	-0.0066	0.0047	0.0009
O	1.9483	4.8592	16.8262	0.0014	-0.0048	0.0086
O	4.7001	9.7329	14.1394	-0.0098	0.0203	0.0214
O	9.2496	3.5306	15.8691	-0.024	0.0058	0.0004
O	5.4642	2.1537	13.9515	0.0111	-0.0125	0.0034
O	7.6988	11.7079	11.2141	0.0166	0.0158	0.0138
O	5.2152	12.0352	15.3369	0.0187	-0.0145	0.011
O	11.6261	1.328	10.174	-0.009	-0.0191	-0.0244
O	3.902	6.5142	12.1855	-0.0039	0.0204	-0.0076
O	2.7967	7.8578	20.7697	0.0122	0.0088	-0.001
O	4.6651	8.3386	16.9906	0.0045	0.0174	-0.0103
O	5.0232	12.5069	20.8981	-0.0029	-0.0323	-0.0068
O	2.9964	10.2294	17.943	0.0008	0.001	-0.0142
O	9.3712	12.4363	17.7149	0.0115	0.0107	-0.0049
O	0.9216	12.2829	10.067	0.001	0.0009	-0.0108
O	10.9067	7.4671	13.5517	-0.0119	-0.0065	0.0023
O	9.06	3.3189	13.2817	-0.0046	0.0204	-0.0088
O	1.5686	6.2158	13.3965	-0.0075	0.0219	-0.0037
O	6.9782	12.9922	17.0484	-0.0153	0.0133	0.0062
O	6.7822	7.3055	15.6771	0.0009	0.0159	-0.0097
O	0.4622	6.7289	15.8362	0.0084	-0.0086	-0.0088
O	7.0266	2.387	11.8012	0.0114	-0.0085	0.0179
O	10.898	8.4865	18.2728	0.0132	0.0164	0.0166
O	10.0486	11.0461	10.1495	-0.0042	0.0199	-0.0167
O	8.3869	5.6171	14.4897	0.0091	-0.0015	-0.0085
O	0.3147	6.1299	18.5368	0.0027	0.0091	-0.0193
O	2.6716	12.3262	19.7468	0.0262	0.0026	-0.0113
O	6.1596	10.2943	19.8503	-0.0093	-0.0244	0.0258
O	7.8015	9.1697	9.7161	-0.0061	-0.0389	0.0006
O	7.8088	13.3977	19.5919	0.0133	0.0202	0.0015
O	6.607	9.8955	16.0294	-0.0261	-0.0117	-0.0118
O	0.5802	9.6197	10.1836	0.0101	0.0017	-0.0212
O	11.575	11.0591	17.921	-0.0204	-0.003	0.0041
O	4.1181	5.8097	19.7399	0.0034	-0.0105	0.0203
O	7.3314	2.1099	21.1185	0.0125	0.0006	-0.0061
O	4.8293	0.9826	11.6499	0.0021	-0.0113	0.0155
O	2.3208	12.7788	17.1863	0.0044	0.0033	0.0082
O	8.2392	6.6476	9.6175	-0.0012	0.0072	0.0067
O	10.954	4.8996	14.2808	-0.0181	0.0214	0.0034
O	9.1924	12.3723	13.3814	-0.0029	-0.0293	-0.0025
O	1.6603	0.302	14.8789	-0.0137	-0.0117	0.0186
O	10.1578	10.2261	20.0814	0.0165	-0.0367	-0.001
O	3.975	11.9792	10.8521	-0.0144	0.0121	-0.0172
O	8.0785	8.5802	20.5958	0.0129	0.0097	-0.0072
O	9.5071	2.5693	10.785	-0.0196	-0.0032	0.0003
O	0.1906	12.1712	13.2405	0.006	-0.0058	0.023
O	9.7151	8.1838	11.293	-0.0132	0.0058	0.0061
O	5.552	10.366	9.511	-0.025	-0.0229	0.0056
O	5.36	3.4859	20.0987	0.0039	0.0155	0.0247
O	9.3519	6.1495	18.9928	0.006	-0.0212	0.0152
O	3.6868	3.538	18.2237	-0.0181	0.0069	-0.0027
O	3.1734	9.5123	10.0584	-0.0189	0.0047	-0.0113

Results
free energy: -191865.356 eV
free energy less fixed offsets of As -4857.07, O -569.03, Si -635.61 eV per atom: -5.966 eV

The program warned: the cutoff lies below the one the program advises for these potential files; the exchange-correlation potential is rough where the density is thin.
